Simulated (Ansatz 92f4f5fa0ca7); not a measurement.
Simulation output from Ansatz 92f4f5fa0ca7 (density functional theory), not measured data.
Periodic cell of 462 atoms, Si286O176, from a study of silicon, its oxide and their interface. The atomic structure is a simulated model.
This geometry differs little from another in the collection (a relaxation step or a small displacement).

Settings: functional r2SCAN; potential files Ansatz PAW; basis plane waves; wave-function cutoff 800 eV; density cutoff ratio 5; exchange-correlation grid ratio 1; k mesh 1 x 1 x 1, Gamma-centred; self-consistency stop 1e-10 eV per atom in the density residual; occupations fixed; spin none; net charge 0.

Cell vectors (angstrom)
a 16.3305 0 0
b 0 16.3305 0
c 0 0 29.4886

Atoms and the computed forces on them: element, x, y, z (angstrom), force x, y, z (eV/angstrom)
Si -0.059 -0.108 0.385 0.027 0.001 0.084
Si 2.844 2.363 0.021 0.021 0.011 0.128
Si -0.287 5.632 0.248 0.03 0.032 0.123
Si 2.557 8.206 0.085 -0.015 0.001 0.13
Si 0.469 10.582 0.145 0.049 -0.012 0.144
Si 2.072 13.994 -0.035 0.02 0.051 0.132
Si 5.14 0.241 -0.051 -0.024 -0.01 0.101
Si 8.036 3.139 -0.094 -0.036 0.004 0.063
Si 5.571 5.043 0.096 -0.002 0.029 0.137
Si 7.869 8.237 0.174 -0.02 0.006 0.039
Si 5.627 10.419 0.098 0.003 -0.056 0.137
Si 8.42 13.231 -0.14 -0.017 -0.011 0.126
Si 11.353 -0.226 -0.43 -0.067 -0.024 0.197
Si 14.22 2.184 0.034 0.041 -0.042 0.095
Si 11.326 5.984 0.099 -0.081 -0.015 0.068
Si 14.035 7.973 0.538 0.065 -0.044 0.048
Si 10.466 10.834 0.027 -0.01 0.028 0.109
Si 13.064 13.403 -0.232 0.113 0.058 0.091
Si 1.382 1.298 1.544 -0.042 -0.039 -0.009
Si 4.047 3.884 1.409 0.011 0.001 -0.03
Si 1.384 6.726 1.469 0.015 0.021 -0.046
Si 4.087 9.363 1.463 0.012 0.021 -0.007
Si 1.382 12.276 1.467 0.014 0.016 -0.039
Si 3.953 14.953 1.184 0.011 -0.001 -0.003
Si 6.855 1.414 1.15 -0.01 0.008 0.039
Si 9.627 4.399 1.141 0.047 0.002 0.029
Si 6.682 6.682 1.402 -0.031 -0.012 0.011
Si 9.373 9.433 1.506 -0.01 -0.014 0.006
Si 6.792 12.153 1.239 -0.002 -0.02 -0.025
Si 9.606 14.964 0.985 -0.005 -0.036 -0.009
Si 12.346 1.274 1.147 -0.002 0.011 -0.047
Si 15.008 3.938 1.453 0.003 0.035 0.017
Si 12.411 6.951 1.836 0.001 -0.035 0.042
Si 15.229 9.583 1.573 -0.02 -0.001 -0.02
Si 12.089 12.008 1.328 0.03 -0.028 -0.02
Si 14.804 14.637 1.241 -0.027 0.016 0.018
Si 0.065 2.707 2.856 -0.003 -0.041 -0.005
Si 2.753 -0.1 2.782 -0.017 0 0.023
Si 0.145 8.133 2.902 -0.006 -0.021 0.031
Si 2.753 5.335 2.759 0.004 0.001 -0.004
Si -0.106 13.515 2.765 -0.024 -0.006 -0.017
Si 2.804 10.889 2.751 0.01 -0.036 0.01
Si 5.51 2.617 2.716 -0.026 -0.015 0.036
Si 8.214 -0.037 2.436 -0.007 0.011 -0.013
Si 5.414 8.042 2.833 -0.027 0.001 0.015
Si 8.203 5.46 2.708 0.016 -0.014 0.001
Si 5.398 13.581 2.523 0.013 0.009 0.02
Si 8.069 10.88 2.787 0.013 -0.014 0.012
Si 10.933 2.778 2.436 0.008 0.027 -0.005
Si 13.563 -0.154 2.614 -0.013 -0.048 0.02
Si 10.84 8.246 2.92 -0.007 -0.008 -0.028
Si 13.659 5.29 2.883 0.036 0.067 0.007
Si 10.841 13.601 2.581 0.036 0.015 0.007
Si 13.618 10.856 2.733 0.007 0.004 0
Si 1.407 4.052 4.189 -0.005 -0.006 0.003
Si 4.141 1.283 4.097 0.031 0 -0.019
Si 1.464 9.548 4.182 -0.03 -0.006 -0.015
Si 4.069 6.705 4.164 0.008 0.019 0.011
Si 1.314 14.906 4.082 0.03 -0.01 0.004
Si 4.145 12.264 4.064 -0.026 -0.023 -0.006
Si 6.851 4.043 4.047 -0.025 0.024 -0.002
Si 9.554 1.365 3.836 0.004 0.019 -0.014
Si 6.759 9.482 4.141 0.014 0.02 0.013
Si 9.491 6.794 4.16 -0.033 0.001 -0.019
Si 6.818 14.96 3.871 -0.021 -0.013 0.004
Si 9.498 12.278 4.035 -0.009 0.014 -0.006
Si 12.199 3.966 4.083 0.014 0.003 -0.008
Si 14.94 1.255 4.027 0.009 0.001 -0.029
Si 12.261 9.578 4.176 -0.011 -0.003 0.011
Si 15.031 6.746 4.158 -0.022 0.005 -0.018
Si 12.198 14.916 4.03 0.02 -0.017 -0.012
Si 14.906 12.212 4.152 0 0.012 0.023
Si -0.01 -0.033 5.438 -0.006 -0.035 0.014
Si 2.785 2.664 5.473 -0.013 0.001 0.017
Si 0.039 5.412 5.526 0.017 0.01 0.009
Si 2.768 8.14 5.518 0.008 0.017 0.005
Si 0.002 10.875 5.47 -0.014 -0.002 0.011
Si 2.722 13.577 5.426 0.003 0.001 0.004
Si 5.513 -0.07 5.389 -0.009 0.004 -0.002
Si 8.218 2.657 5.348 -0.009 -0.007 -0.009
Si 5.489 5.379 5.463 -0.007 -0.006 0.019
Si 8.145 8.164 5.51 0.006 0.001 -0.008
Si 5.441 10.893 5.474 0.005 -0.01 0.014
Si 8.133 13.645 5.362 -0.019 0.005 -0.005
Si 10.85 0.018 5.326 -0.005 0.021 -0.011
Si 13.585 2.624 5.42 -0.006 0.01 -0.003
Si 10.873 5.385 5.44 -0.005 -0.005 0.001
Si 13.619 8.134 5.459 0.027 -0.009 0.022
Si 10.877 10.966 5.46 0.018 -0.006 0.006
Si 13.567 13.619 5.463 0.003 -0.011 0.025
Si 1.365 1.329 6.801 0.003 0.01 0
Si 4.128 4.04 6.835 0.027 0.003 0.009
Si 1.38 6.794 6.854 -0.022 0.012 0.007
Si 4.096 9.538 6.858 -0.006 -0.019 -0.001
Si 1.356 12.25 6.821 -0.002 -0.017 0.002
Si 4.101 14.957 6.766 0.026 -0.002 -0.003
Si 6.845 1.322 6.748 -0.002 -0.006 0.012
Si 9.517 4.021 6.782 -0.002 0.018 -0.015
Si 6.787 6.786 6.849 0.006 0.014 0.006
Si 9.531 9.559 6.808 -0.016 -0.002 -0.001
Si 6.815 12.283 6.783 -0.005 -0.029 0.002
Si 9.49 15.018 6.733 -0.014 0.003 0.011
Si 12.202 1.316 6.782 0.02 -0.005 -0.007
Si 14.947 4.026 6.786 0.003 -0.003 0.004
Si 12.245 6.765 6.787 0.001 0.013 0.008
Si 14.972 9.517 6.81 0.022 0 -0.01
Si 12.219 12.292 6.849 -0.02 0.016 0.006
Si 14.967 14.961 6.817 -0.021 0.008 0.006
Si 0.001 2.706 8.153 0.008 -0.002 -0.007
Si 2.739 -0.023 8.156 0.013 -0.012 0
Si -0.005 8.163 8.162 0.001 -0.016 0.007
Si 2.758 5.433 8.176 0.007 -0.001 -0.01
Si 0.017 13.624 8.199 0.004 0.006 0
Si 2.707 10.9 8.189 -0.018 -0.024 -0.012
Si 5.481 2.655 8.156 0.012 0.028 -0.007
Si 8.176 0.019 8.173 -0.008 0.004 -0.015
Si 5.439 8.173 8.216 0.003 0.023 0.007
Si 8.163 5.39 8.148 -0.008 0.001 -0.002
Si 5.459 13.641 8.157 -0.014 -0.013 -0.009
Si 8.161 10.922 8.162 0.025 0.03 0.001
Si 10.877 2.698 8.178 -0.021 -0.004 0
Si 13.591 -0.001 8.147 -0.007 -0.007 0.001
Si 10.91 8.174 8.13 0.009 -0.006 -0.003
Si 13.592 5.4 8.155 0 0.007 0.005
Si 10.839 13.68 8.148 0.021 -0.011 0.007
Si 13.623 10.913 8.154 -0.01 -0.009 0.002
Si 1.379 4.073 9.504 -0.003 0.017 -0.015
Si 4.084 1.338 9.535 0.005 0.001 -0.017
Si 1.345 9.513 9.521 -0.015 0.009 -0.001
Si 4.064 6.812 9.57 -0.022 0.017 -0.018
Si 1.387 14.992 9.573 0.023 0.01 -0.017
Si 4.063 12.32 9.501 0.008 -0.016 -0.005
Si 6.815 4.026 9.525 -0.006 -0.001 -0.003
Si 9.508 1.377 9.576 0.005 0.018 -0.012
Si 6.794 9.575 9.54 -0.003 -0.022 -0.011
Si 9.544 6.784 9.448 -0.005 0.009 -0.008
Si 6.803 15.014 9.546 0.005 -0.015 0.01
Si 9.489 12.317 9.519 -0.006 0.003 -0.026
Si 12.236 4.059 9.551 -0.018 -0.012 -0.02
Si 14.945 1.372 9.506 -0.018 -0.003 0
Si 12.269 9.551 9.498 0.002 -0.002 -0.008
Si 14.95 6.8 9.482 0.017 0.017 -0.004
Si 12.234 14.999 9.517 -0.008 0.015 -0.002
Si 14.967 12.271 9.547 -0.003 -0.011 -0.006
Si -0.017 0.053 10.875 0.002 0.017 -0.014
Si 2.707 2.701 10.887 0.002 0.01 0.01
Si 0.025 5.483 10.807 0.013 -0.015 0.016
Si 2.695 8.201 10.928 -0.002 -0.008 0.001
Si -0.006 10.866 10.87 0.013 -0.017 -0.007
Si 2.768 13.65 10.96 -0.004 -0.009 0.004
Si 5.437 0.021 10.942 -0.017 -0.009 0.015
Si 8.146 2.729 10.98 -0.003 -0.001 -0.003
Si 5.408 5.365 10.844 0.022 0.013 -0.011
Si 8.183 8.135 10.786 0.012 0.021 -0.018
Si 5.415 11.005 10.86 -0.003 -0.001 -0.012
Si 8.157 13.675 10.936 0.001 -0.015 -0.014
Si 10.92 0.04 10.899 0.003 0.007 0.016
Si 13.623 2.717 10.921 0.014 0.016 0.002
Si 10.858 5.452 10.875 0.006 0.005 -0.011
Si 13.611 8.167 10.858 -0.009 0.003 0.004
Si 10.912 10.968 10.805 -0.004 -0.01 -0.007
Si 13.596 13.663 10.889 -0.02 -0.003 0.002
Si 1.276 1.439 12.274 -0.029 -0.028 -0.018
Si 4.057 4.036 12.269 -0.018 0.005 -0.003
Si 1.314 6.806 12.26 -0.003 0.006 -0.02
Si 4.057 9.666 12.205 -0.017 -0.009 -0.033
Si 1.379 12.204 12.203 0.003 -0.001 -0.005
Si 4.102 15.049 12.394 0.024 0.008 -0.017
Si 6.747 1.38 12.357 0.015 0.01 -0.04
Si 9.522 4.131 12.309 -0.035 0.016 -0.027
Si 6.816 6.723 12.095 0.017 0.004 -0.014
Si 9.539 9.565 12.057 0.016 -0.004 -0.034
Si 6.689 12.401 12.281 -0.001 -0.004 -0.017
Si 9.596 15.017 12.27 -0.017 -0.023 0
Si 12.27 1.357 12.318 0.024 0.024 -0.001
Si 15.023 4.158 12.175 0.003 0.015 -0.025
Si 12.227 6.826 12.204 -0.024 -0.005 -0.018
Si 14.968 9.511 12.241 0.004 0.001 -0.005
Si 12.228 12.318 12.243 0.013 -0.005 -0.04
Si 14.977 15.035 12.241 -0.001 -0.023 -0.029
Si 0.011 2.923 13.66 -0.01 -0.002 0.003
Si 2.556 0.044 13.647 0 -0.01 -0.002
Si -0.025 8.18 13.657 -0.006 0.01 0.039
Si 2.685 5.414 13.589 0.012 0.002 0.035
Si -0.009 13.556 13.473 0.02 -0.022 0.029
Si 2.734 10.991 13.702 0.007 0.029 -0.031
Si 5.291 2.678 13.762 0.005 -0.001 0.032
Si 8.269 0.053 13.606 0.031 -0.03 0.026
Si 5.486 8.187 13.286 0.027 -0.006 0.01
Si 8.05 5.445 13.652 -0.006 -0.024 0.004
Si 5.506 13.777 13.885 0.001 -0.017 0.012
Si 8.122 10.929 13.338 -0.009 -0.005 0.017
Si 10.958 2.803 13.652 0.021 -0.001 0.021
Si 13.691 0.049 13.717 0.001 0.016 -0.011
Si 10.868 8.242 13.479 0.006 -0.024 -0.002
Si 13.657 5.492 13.504 -0.01 -0.015 0.033
Si 10.926 13.711 13.704 -0.057 0.01 0.001
Si 13.6 10.898 13.535 0.019 -0.012 0.016
Si 1.547 4.034 15.153 0.008 -0.006 -0.148
Si 3.566 1.602 15.051 0.029 0.051 -0.096
Si 1.65 9.275 14.908 -0.026 0.03 -0.099
Si 3.962 7.057 14.585 -0.032 -0.026 -0.101
Si 1.388 14.736 14.88 0.026 -0.012 -0.106
Si 3.759 12.661 15.062 -0.006 0.006 -0.088
Si 6.91 3.822 15.034 -0.023 0.048 -0.068
Si 9.336 1.687 14.907 0.024 0.007 -0.088
Si 7.027 9.314 14.582 0.043 -0.033 -0.119
Si 9.242 7.14 14.713 -0.038 0.032 -0.06
Si 7.042 15.232 15.186 -0.046 -0.053 -0.129
Si 9.602 12.047 14.71 0.059 0.008 -0.088
Si 12.601 3.957 14.892 -0.014 -0.012 -0.108
Si 14.816 1.759 14.962 0.004 0.007 -0.118
Si 11.926 9.881 14.798 -0.031 -0.016 -0.141
Si 14.823 6.89 14.966 0.044 0.068 -0.133
Si 12.664 14.708 15.037 0.009 -0.031 -0.111
Si 14.837 12.392 14.835 -0.037 -0.027 -0.129
Si -2.954 8.763 17.006 0.004 0.021 -0.156
Si 16.909 2.772 24.847 0.036 0.033 0.117
Si 17.6 20.522 27.414 0.035 0.031 0.193
Si -3.437 2.747 24.208 -0.046 0.009 0.065
Si -6.932 17.551 21.615 0.014 0.009 -0.029
Si -10.367 22.643 25.616 0.018 0.095 0.107
Si 8.824 -6.914 19.013 -0.043 0.001 -0.048
Si 15.933 0.091 21.565 -0.016 -0.037 -0.055
Si -21.244 17.781 19.513 -0.022 -0.011 -0.116
Si -4.035 12.645 26.253 -0.001 -0.003 0.141
Si 1.788 10.772 22.546 -0.002 0.013 0.01
Si 14.751 8.661 21.131 -0.019 0.012 -0.021
Si -5.01 7.405 18.903 -0.002 0.006 -0.108
Si 15.104 11.153 17.584 -0.007 -0.033 -0.176
Si 5.103 15.23 22.325 0.024 -0.032 -0.017
Si 16.987 -5.859 19.885 -0.001 -0.004 -0.111
Si 8.163 13.246 17.135 0.018 0.029 -0.167
Si 15.048 13.692 25.568 -0.005 -0.088 0.122
Si 10.702 -10.95 16.821 -0.012 0.014 -0.184
Si 3.404 18.032 24.357 -0.022 -0.026 0.022
Si -6.471 28.644 19.512 -0.039 -0.019 -0.087
Si -0.964 27.457 23.953 -0.031 -0.005 0.036
Si 12.724 4.032 27.87 -0.02 -0.003 0.135
Si 4.13 8.695 22.199 0.065 0.03 -0.017
Si 1.804 8.547 17.754 0.003 0.017 -0.19
Si 5.07 11.689 26.972 0.038 -0.015 0.174
Si 6.543 8.03 20.79 0.016 0.031 -0.039
Si 3.602 6.234 27.364 -0.012 0.03 0.206
Si 6.316 30.775 27.386 0.034 -0.02 0.19
Si 21.658 -27.255 19.734 -0.003 0.043 -0.107
Si -6.83 -3.495 25.015 -0.022 -0.032 0.081
Si 5.229 28.507 17.764 -0.027 -0.007 -0.16
Si -3.264 31.856 17.948 -0.005 -0.028 -0.168
Si 21.896 20.031 24.12 0.038 0.057 0.054
Si 20.037 21.89 22.269 0.048 0.018 -0.025
Si 10.445 3.949 22.683 -0.008 0.048 0.085
Si -3.01 1.209 21.742 -0.032 0.017 0.006
Si 8.305 23.857 26.845 -0.016 0.001 0.16
Si 19.213 -1.108 24.278 0.032 -0.033 0.061
Si -5.605 12.702 22.359 -0.043 -0.016 -0.024
Si 16.533 -10.553 17.366 0.045 -0.014 -0.214
Si 17.963 -0.269 19.559 0.011 -0.007 -0.106
Si 6.526 -7.605 23.631 0.019 0.001 0.056
Si 13.07 9.776 25.32 -0.041 -0.01 0.121
Si 4.345 -18.036 19.342 0.033 0.03 -0.133
Si 12.335 5.865 21.228 -0.025 0.051 -0.011
Si 7.728 10.422 25.741 -0.018 -0.048 0.097
Si 19.067 -20.399 25.063 -0.009 -0.015 0.096
Si 26.266 5.48 25.129 -0.026 0.033 0.09
Si 6.654 3.181 18.02 0.019 -0.018 -0.162
Si 22.783 9.622 17.403 -0.017 0.003 -0.128
Si 0.757 12.383 27.278 0.052 -0.038 0.188
Si 31.458 5.753 20.169 0.007 0.003 -0.096
Si 26.174 3 26.846 0.004 0.061 0.166
Si 7.219 -1.318 24.448 -0.006 -0.025 0.109
Si 13.251 -5.233 21.563 0.008 0.002 -0.015
Si 9.609 19.043 17.565 -0.052 -0.012 -0.16
Si -16.51 16.168 24.333 0.008 -0.012 0.077
Si -9.499 1.184 22.917 0.008 -0.015 0.049
Si -5.031 -0.632 23.216 -0.01 0.013 0.07
Si 4.623 -9.071 17.461 0.006 0.016 -0.125
Si 5.239 16.821 17.225 -0.002 0.022 -0.155
Si 18.342 1.847 21.559 0.054 -0.003 0.006
Si 0.917 4.431 22.172 0.006 -0.008 0.012
Si -2.766 7.594 23.531 -0.028 -0.003 0.035
Si 13.133 5.453 25.383 -0.054 -0.02 0.132
Si 29.226 29 19.038 0.011 -0.044 -0.075
Si 28.302 8.607 27.977 -0.028 -0.005 0.195
Si 11.383 17.117 25.924 -0.05 0.043 0.144
Si 32.39 -0.052 17.109 -0.02 -0.006 -0.203
O 1.353 -0.645 -5.326 -0.035 0.019 -0.036
O 1.063 -1.067 -0.386 0.021 0 -0.058
O 5.254 13.226 -2.034 -0.023 0.015 -0.048
O 2.023 3.014 -1.235 -0.055 0.015 -0.123
O -0.306 1.401 -4.72 -0.025 -0.01 -0.015
O 10.041 1.714 -3.604 0.005 -0.066 -0.08
O 17.475 4.656 -12.856 -0.033 0.04 0.167
O 1.506 9.396 -0.282 -0.003 -0.006 -0.076
O -6.294 22.938 -13.462 0.044 -0.031 0.094
O -2.749 12.184 -9.074 0.023 0.011 0.043
O 27.999 -9.23 -9.054 0.018 -0.003 0.048
O 9.776 17.825 -13.003 0.002 0.006 0.112
O -4.027 16.758 -10.842 -0.017 0.036 0.057
O 11.409 -16.059 -2.008 0.007 0.03 -0.18
O 12.394 4.782 -0.235 0.035 -0.037 -0.056
O 25.021 7.529 -1.062 0.032 -0.034 -0.132
O 15.435 15.743 -6.555 -0.01 0.015 -0.009
O 1.99 13.146 -1.449 -0.044 -0.016 -0.122
O 10.971 9.862 -1.206 0.017 -0.047 -0.092
O 6.776 4.108 -0.514 0.025 -0.012 -0.059
O 2.575 2.82 -13.996 0.008 -0.025 0.042
O 16.786 -0.827 -8.941 -0.002 -0.019 0.024
O 13.375 21.506 -2.545 0.017 0.044 -0.071
O 10.812 13.232 -3.572 0 0.01 -0.042
O 11.538 5.675 -4.279 0.034 0 -0.036
O 13.652 2.82 -14.032 -0.003 -0.013 0.044
O 25.659 4.292 -3.44 -0.013 0 -0.041
O 5.786 -0.588 -1.302 0.041 -0.029 -0.12
O 9.578 2.796 -7.517 0.002 -0.026 -0.021
O 6.207 16.348 -13.469 -0.027 0.076 0.102
O 15.327 1.029 -0.392 -0.021 0.002 -0.044
O 23.499 -8.156 -7.222 -0.002 -0.013 -0.002
O 26.434 8.458 -10.697 0.006 0.005 0.025
O 8.586 14.151 -4.821 0.001 0.026 -0.044
O 5.076 14.801 -8.716 0.007 0.003 0.062
O 15.805 13.312 -2.539 -0.069 0.05 -0.064
O -7.527 18.958 28.033 0.01 -0.046 -0.097
O -0.39 9.654 20.78 -0.006 -0.011 0.043
O 3.854 0.861 16.482 0.004 -0.033 0.083
O 2.748 -1.406 19.321 -0.055 -0.007 0.042
O -2.573 24.208 15.705 -0.011 0.001 0.076
O -8.229 14.634 16.296 0.032 -0.005 0.061
O -0.882 6.061 16.209 -0.003 -0.047 0.125
O 8.047 9.755 17.636 0.055 -0.008 0.033
O -17.27 15.253 25.402 -0.001 0.069 -0.033
O 6.536 -12.292 16.626 -0.005 -0.008 0.11
O -7.394 13.256 18.556 0.023 0.003 0.109
O -4.911 19.475 23.689 -0.001 -0.018 -0.002
O 0.848 0.245 18.238 0.047 0.007 0.12
O -1.671 -0.588 17.719 -0.003 -0.001 0.071
O 17.904 9.389 19.109 0.011 0.01 0.084
O 13.384 -6.764 20.977 -0.007 -0.014 0.007
O 7.799 17.364 21.627 0.011 0.011 -0.012
O 4.554 13.084 18.905 -0.037 0.01 0.086
O 17.957 3.361 21.169 -0.008 -0.012 -0.027
O 12.078 4.849 16.161 0.01 0.033 0.091
O 11.336 15.92 24.831 0.003 -0.039 -0.056
O 12.278 9.753 16.388 -0.018 0.003 0.126
O 7.444 16.598 24.132 0.017 0.029 -0.013
O 0.615 1.235 22.09 -0.012 0.024 0.027
O 4.236 12.072 16.498 0.024 -0.015 0.124
O 9.487 12.034 28.917 0.011 -0.015 -0.061
O 22.122 1.819 17.938 0.003 0.021 0.068
O 22.781 -1.453 25.852 0.001 0.039 -0.123
O 20.325 1.324 28.927 0.009 -0.024 -0.062
O 13.76 -2.805 15.332 -0.002 0.034 0.054
O 14.657 10.214 25.131 0.042 -0.005 -0.02
O 10.748 10.956 14.937 -0.009 0.007 0.072
O 6.248 14.467 23.229 -0.007 -0.005 -0.025
O 19.282 13.87 25.146 -0.008 0.039 -0.014
O 12.663 18.033 25.44 0.044 0.006 -0.037
O 17.629 9.473 16.504 0.009 -0.025 0.174
O 17.361 7.12 17.728 -0.009 -0.009 0.074
O 3.112 1.791 22.745 -0.03 0.021 -0.045
O -2.717 -11.118 20.448 0.013 -0.044 -0.017
O -2.015 11.243 22.743 0.012 0.018 -0.004
O -5.078 4.72 21.523 0.013 -0.027 -0.014
O -1.658 9.574 17.552 0.033 0 0.076
O 6.783 9.348 29.09 0.011 0.01 -0.04
O -0.655 1.285 16.276 0.052 -0.026 0.125
O -0.73 12.666 24.436 0.026 0.007 -0.053
O -8.66 25.053 19.89 -0.017 -0.023 0.033
O 9.274 10.818 19.662 0.018 0.017 0.03
O -8.15 19.039 18.312 0.008 -0.001 0.05
O -6.505 -4.155 23.577 0.011 -0.01 -0.04
O 9.616 -11.287 23.583 -0.013 -0.023 -0.059
O 18.753 0.981 20.256 -0.003 0.034 0.028
O 8.952 -4.101 16.183 -0.03 -0.02 0.11
O 16.414 -5.105 28.189 -0.043 0.043 -0.147
O 0.347 3.633 26.202 -0.047 -0.026 -0.107
O 14.941 7.372 20.176 0.002 -0.006 -0.01
O 4.639 2.601 24.858 0.003 -0.018 0
O 4.563 6.031 18.47 0.014 -0.062 0.076
O 0.419 10.487 23.389 0.008 -0.022 -0.003
O 11.319 19.733 27.391 -0.023 -0.038 -0.052
O 10.953 5.951 18.294 0.001 0.014 0.102
O 11.359 -4.144 18.918 0.015 -0.016 0
O 5.049 9.341 23.367 -0.019 -0.003 -0.008
O 5.579 27.011 18.273 -0.005 0.006 0.069
O 20.746 6.587 26.011 -0.005 0.004 -0.081
O -4.042 11.167 25.574 -0.011 -0.007 -0.039
O 2.407 5.24 26.932 -0.01 -0.005 -0.09
O 3.598 14.925 22.853 -0.01 0.015 -0.024
O -2.576 2.172 22.965 0.035 -0.006 -0.02
O 15.583 11.676 16.119 0.035 -0.01 0.149
O 19.149 8.145 14.974 -0.01 0.001 0.014
O -0.104 -4.976 18.742 0.051 0.013 0.081
O 16.08 5.216 21.373 0.008 -0.008 0.025
O 4.691 -5.47 28.312 -0.03 0.044 -0.11
O 40.899 9.103 26.507 -0.005 0.043 -0.044
O 12.348 2 20.72 0.012 0.033 0.029
O 9.678 4.144 16.81 -0.001 -0.01 0.056
O -12.949 8.254 17.676 -0.02 0.023 0.079
O 2.613 11.8 23.507 0.011 0.003 -0.026
O -5.462 2.641 18.574 0.069 0.002 0.082
O 12.75 22.866 22.636 -0.001 0.001 0.006
O 8.055 2.675 15.057 -0.031 0.002 0.017
O 3.668 0.182 24.88 0.009 0.002 0.004
O 13.97 23.06 24.848 0.023 0.027 -0.021
O 8.126 8.246 15.178 0.003 -0.005 0.066
O 7.423 9.914 24.238 0.004 0.015 -0.048
O 6.922 6.675 26.868 -0.023 -0.032 -0.038
O 5.047 15.627 18.28 -0.002 -0.053 0.096
O 16.584 5.007 28.351 0.023 -0.056 -0.125
O 10.08 17.15 20.197 -0.022 -0.029 0.015
O 14.832 8.123 22.667 0.024 0.013 -0.004
O 15.772 5.31 18.732 -0.048 -0.021 0.131
O 5.437 0.487 22.47 -0.035 0.007 -0.002
O 12.554 25.086 26.479 0.053 0.035 -0.132
O 13.278 8.83 28.883 -0.04 0.07 -0.122
O 6.209 26.294 15.839 -0.033 0.034 0.172
O -2.892 -2.761 25.582 0.002 0.037 -0.032
O 0.422 15.205 16.112 -0.073 0.048 0.128
O 28.901 -0.046 22.414 0.018 -0.016 -0.003
O 12.332 14.818 28.994 0.015 0.021 -0.075
O 17.789 11.327 21.028 0.003 0.018 0.012
O 18.912 13.751 15.436 -0.006 0.03 0.035
O 20.981 22.931 15.987 0.014 0.008 0.131
O 13.787 19.18 28.095 -0.014 0.028 -0.047
O 10.005 16.521 22.707 -0.013 0.006 0.001
O -9.923 7.401 24.529 -0.005 -0.01 -0.037
O 29.049 25.245 23.977 -0.007 -0.01 -0.035
O 6.621 12.85 17.32 -0.004 -0.001 0.04
O 9.288 -9.489 25.741 0.041 -0.033 -0.071
O -19.742 -18.39 18.945 0.001 0 0.061
O -10.211 4.083 19.25 -0.014 0.007 0.084
O -11.28 25.072 20.826 -0.036 0.011 0.005
O -5.015 -2.206 22.865 0.025 0.028 -0.009
O 3.99 -9.21 22.524 -0.024 -0.039 0.013
O 6.374 22.805 20.364 0.024 -0.02 0.018
O -2.691 20.432 24.647 0.038 -0.026 -0.058
O 11.786 27.836 22.096 0.006 -0.011 0.028
O -13.627 -6.88 22.242 -0.03 -0.016 -0.009
O 2.127 5.423 22.567 -0.03 -0.002 0.004
O 4.601 4.617 23.216 -0.014 0.005 -0.006
O 2.102 -14.028 25.053 0.016 -0.001 -0.021
O 25.095 11.644 25.809 0.024 0.015 -0.031
O 9.902 -3.358 20.99 0.014 0.024 0.045
O 12.305 15.275 16.529 -0.017 0.004 0.122
O 12.671 7.927 18.176 -0.009 -0.032 0.102
O -2.559 12.015 17.865 -0.034 0.034 0.045
O 12.761 12.595 27.83 -0.042 -0.038 -0.115
O 6.638 2.757 23.319 0.008 0.004 -0.017
O 17.75 11.826 25.911 0.016 -0.018 -0.1
O 3.985 11.564 25.8 -0.045 0.012 -0.104
O 4.146 5.094 20.785 -0.041 -0.022 0.033
O 4.671 5.511 28.324 -0.028 0.011 -0.121
O 16.705 3.708 23.529 -0.006 0.001 -0.036
O 7.724 -2.435 28.01 -0.036 0.044 -0.122
O 14.611 17.058 20.885 0.012 -0.008 0.003
O 22.298 -8.214 17.72 0.015 -0.021 0.077
O 11.342 7.118 28.338 0.013 0.095 -0.096
O 22.567 4.775 25.14 0.003 -0.081 -0.047
O 3.057 7.545 28.157 0.043 -0.065 -0.162
O 14.949 6.791 29.355 -0.028 -0.011 -0.067
O 22.744 11.021 26.427 0.021 -0.018 -0.065

Results
free energy: -283318.814 eV
free energy less fixed offsets of O -570.45, Si -639.56 eV per atom: -5.454 eV

The program warned: the cutoff lies below the one the program advises for these potential files; the forces do not sum to zero within the program's tolerance; empty levels may hold ghost states of the PAW files; the exchange-correlation potential is rough where the density is thin.
